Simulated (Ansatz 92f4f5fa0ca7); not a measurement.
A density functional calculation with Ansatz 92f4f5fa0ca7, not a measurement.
Periodic cell of 226 atoms, Si133O92B1, from a study of silicon, its oxide and their interface. The atomic structure is a simulated model.
Doubt: the cutoff is far below the 930 eV that the study's wrapper takes by default for these files, so forces and energies are approximate.
This geometry differs little from another in the collection (a relaxation step or a small displacement).

Settings
functional: PBE
potential files: Ansatz PAW
basis: plane waves
wave-function cutoff: 580 eV
density cutoff ratio: 5
exchange-correlation grid ratio: 1
k mesh: 1 x 1 x 1, Gamma-centred
self-consistency stop: 5e-08 eV per atom in the density residual
occupations: fixed
spin: none
net charge: -1 e, with a uniform compensating background and no finite-size correction

Cell vectors (angstrom)
a, 10.938, 0, 0
b, 0, 10.938, 0
c, 0, 0, 31.9494

Atoms: element, x, y, z (angstrom)
Si, 10.6255, -0.0001, 24.4268
Si, 5.0718, 0.1211, 24.6705
Si, 2.8148, 2.2906, 24.5428
Si, 8.5632, 2.4322, 24.5724
Si, 10.7002, 5.5812, 24.3451
Si, 5.1523, 5.6111, 24.4594
Si, 2.9818, 7.9487, 24.4177
Si, 8.4086, 7.8262, 24.4246
Si, 1.287, 1.1293, 25.8522
Si, 6.8107, 1.3258, 25.7485
Si, 3.9782, 4.0099, 25.741
Si, 9.6808, 4.0182, 25.8617
Si, 1.3322, 6.7902, 25.6776
Si, 6.7966, 6.7207, 25.7616
Si, 3.9956, 9.4637, 25.9629
Si, 9.4774, 9.4384, 25.8062
Si, 2.6321, -0.1337, 27.3015
Si, 8.1352, -0.0676, 27.1583
Si, 0.073, 2.6539, 27.226
Si, 5.4484, 2.7224, 27.1246
Si, 2.6616, 5.4149, 27.1229
Si, 8.1865, 5.3701, 27.1465
Si, 0.0059, 8.1525, 27.1437
Si, 5.5054, 8.1414, 27.1946
Si, 4.0797, 1.327, 28.5135
Si, 9.5407, 1.319, 28.5272
Si, 1.3805, 4.0675, 28.5806
Si, 6.802, 4.0639, 28.5426
Si, 4.076, 6.7804, 28.5093
Si, 9.5527, 6.7827, 28.5009
Si, 1.2898, 9.4842, 28.6424
Si, 6.8177, 9.5378, 28.5765
Si, -0.0493, -0.0191, 29.9582
Si, 5.4451, -0.0114, 29.9166
Si, 2.7658, 2.7149, 29.9215
Si, 8.1805, 2.7046, 29.8984
Si, -0.0221, 5.4416, 29.9117
Si, 5.4485, 5.4516, 29.9138
Si, 2.7312, 8.1421, 29.9325
Si, 8.217, 8.1757, 29.901
Si, 1.3646, 1.3763, 31.2817
Si, 6.811, 1.372, 31.2848
Si, 4.1065, 4.0863, 31.3061
Si, 9.5377, 4.09, 31.2786
Si, 1.3457, 6.8129, 31.2977
Si, 6.8245, 6.8465, 31.2739
Si, 4.0783, 9.5648, 31.2857
Si, 9.5429, 9.544, 31.3167
Si, 2.7391, 0.025, 0.7116
Si, 8.1864, 0.0182, 0.6977
Si, 0.0031, 2.762, 0.7056
Si, 5.4757, 2.7492, 0.7421
Si, 2.7267, 5.4659, 0.7085
Si, 8.2033, 5.5008, 0.7016
Si, 0.0064, 8.2123, 0.7391
Si, 5.4735, 8.2345, 0.714
Si, 4.0969, 1.3917, 2.1127
Si, 9.5897, 1.3688, 2.0538
Si, 1.3391, 4.1537, 2.0975
Si, 6.8287, 4.1694, 2.0797
Si, 4.0874, 6.8624, 2.0604
Si, 9.5728, 6.8543, 2.1115
Si, 1.3708, 9.6192, 2.0873
Si, 6.8205, 9.6434, 2.0873
Si, 0.0179, 0.0472, 3.4861
Si, 5.4598, 0.0417, 3.511
Si, 2.7187, 2.7969, 3.4362
Si, 8.2458, 2.7929, 3.3686
Si, 0.0271, 5.5416, 3.5284
Si, 5.4623, 5.542, 3.4639
Si, 2.7367, 8.2509, 3.4336
Si, 8.2108, 8.2841, 3.4202
Si, 1.3688, 1.4717, 4.8539
Si, 6.8992, 1.5022, 4.7616
Si, 4.0106, 4.2112, 4.8088
Si, 9.586, 4.0942, 4.8102
Si, 1.4121, 6.9532, 4.9037
Si, 6.7855, 7.0421, 4.786
Si, 4.1172, 9.5373, 4.8555
Si, 9.5995, 9.6001, 4.8503
Si, 2.7524, 0.0413, 6.1303
Si, 8.2651, 0.124, 6.1173
Si, 0.0401, 2.8375, 6.3221
Si, 5.4987, 2.8857, 6.0725
Si, 2.8827, 5.7233, 6.2885
Si, 8.2196, 5.6132, 5.9594
Si, 0.0402, 8.3231, 6.3551
Si, 5.3909, 8.2025, 6.3789
Si, 4.4191, 1.2021, 7.3068
Si, 9.8101, 1.1778, 7.6008
Si, 1.2187, 4.5586, 7.4815
Si, 6.545, 4.6491, 7.262
B, 4.4011, 6.7441, 7.5623
Si, 9.7228, 6.6261, 7.476
Si, 1.273, 9.946, 7.6925
Si, 6.6748, 9.9408, 7.3901
O, 9.5801, 1.236, 23.9857
O, 4.0985, 6.7981, 23.9459
O, 4.0062, 1.2375, 24.04
O, 9.5286, 6.6954, 23.8985
O, -0.0435, 5.5537, 7.992
O, 5.5763, 0.167, 7.9082
O, 0.0651, 0.1044, 8.1432
O, 5.4299, 5.704, 7.8503
O, 7.4903, 4.0426, 8.4723
O, 8.7126, 7.0588, 8.7378
O, 2.1916, 9.4029, 8.9913
O, 8.8731, 1.7489, 8.8808
O, 7.593, 9.4969, 8.7137
O, 3.5851, 1.8595, 8.5658
O, 3.7173, 7.203, 8.8038
O, 2.0156, 4.0261, 8.8515
O, 8.1371, 3.4808, 23.3568
O, 0.4446, 4.922, 22.9554
O, 1.8979, 2.7332, 23.2436
O, 5.8302, 4.9025, 23.1223
O, 5.5163, 9.9967, 23.4915
O, 2.4398, 8.6823, 23.0234
O, 0.1911, 10.0685, 23.0833
O, 7.7724, 8.5699, 23.0767
Si, 8.6653, 7.6962, 18.4284
Si, 8.8076, 6.3687, 13.6241
Si, 3.8154, 1.5362, 14.7131
Si, 2.1458, 5.7375, 17.6201
Si, 2.42, 3.1329, 19.49
Si, 9.8544, 9.0247, 12.0388
Si, 1.3303, 9.4147, 22.0803
Si, 9.1968, 0.9666, 13.1663
Si, 1.4252, 5.0556, 12.9992
Si, 1.8442, 8.2299, 12.7119
Si, 6.6456, 9.5534, 22.4237
Si, 4.5427, 4.5965, 15.6979
Si, 8.1732, 3.0724, 9.557
Si, 0.8479, 8.2393, 19.2559
Si, 6.9528, 1.3451, 21.0827
Si, 8.2097, 8.3216, 9.65
Si, 10.8968, 5.1968, 15.5932
Si, 7.5861, 9.4907, 16.286
Si, 9.9361, 2.0477, 20.2881
Si, 3.2795, 8.4179, 9.7907
Si, 6.7107, 3.3445, 17.4051
Si, 1.1707, 0.1984, 19.7979
Si, 3.2412, 2.8151, 12.2863
Si, 7.2238, 5.394, 19.6825
Si, 5.7457, 8.6625, 11.5172
Si, 5.8002, 6.0835, 13.1891
Si, 4.6474, 9.6969, 17.5839
Si, 1.0198, 3.5898, 22.1777
Si, 4.9041, 1.4709, 18.7878
Si, 3.1718, 3.1031, 9.5096
Si, 6.4669, 10.8136, 13.7585
Si, 10.3754, 0.1089, 15.9352
Si, 5.6587, 3.6609, 11.152
Si, 9.8404, 3.9082, 11.8766
Si, 2.3704, 9.9034, 15.4744
Si, 6.0823, 8.127, 19.7831
Si, 6.9345, 3.9706, 22.3767
Si, 9.7723, 2.7599, 17.3509
O, 7.2147, 6.4036, 13.9559
O, 1.889, 7.0493, 18.6725
O, 10.3132, 4.0143, 16.5094
O, 6.1859, 9.955, 17.0288
O, 10.1688, 0.7321, 14.4496
O, 8.4528, 6.1163, 18.856
O, 5.197, 0.6901, 14.4139
O, 5.7359, 2.0502, 17.5203
O, 8.3499, 1.9323, 20.5349
O, 2.0011, 4.2924, 18.4038
O, 6.9608, 2.8028, 10.648
O, 4.8773, 2.7139, 12.2309
O, 6.0436, 4.3901, 16.3455
O, 4.5454, 3.9235, 9.9571
O, 10.6898, 2.7658, 21.5466
O, 9.7236, 6.1573, 14.9779
O, 6.0145, 6.4896, 19.8305
O, 4.0952, 0.1599, 18.2497
O, 9.305, 10.5473, 12.2642
O, 2.8584, 4.358, 12.6981
O, 1.9153, 10.693, 21.2048
O, 3.997, 2.7061, 19.3747
O, 0.7551, 10.0309, 15.9048
O, 1.2828, 9.7959, 18.8258
O, 1.7168, 1.6536, 19.2699
O, 8.9674, 10.3691, 16.4558
O, 4.8864, 8.5796, 18.7615
O, 9.5682, 8.7535, 10.4606
O, 6.7603, 4.0834, 18.8541
O, 2.8478, 1.7223, 13.4019
O, 5.8303, 8.7784, 21.2462
O, 2.5444, 2.4343, 10.8748
O, 7.6153, 4.8538, 21.1732
O, 5.2121, 7.485, 12.5544
O, 0.4894, 9.0603, 12.3944
O, 7.6046, 1.0446, 13.5488
O, 7.1203, 9.6252, 14.7188
O, 8.9959, 5.0319, 12.7049
O, 8.1005, 8.031, 16.8998
O, 6.2169, 2.5743, 21.8849
O, 2.4886, 9.0618, 14.0301
O, 0.429, 4.4873, 11.8384
O, 0.8162, 8.3122, 20.9275
O, 9.3586, 3.8768, 10.3329
O, 9.6659, 2.387, 12.4948
O, 7.6301, 8.5635, 19.3813
O, 2.589, 8.0603, 11.2644
O, 3.9981, 3.0515, 15.3716
O, 0.8352, 4.4946, 14.4156
O, 10.0646, 2.9826, 18.9448
O, 9.2077, 7.8057, 12.943
O, 10.5177, 0.5253, 20.0738
O, 6.042, 5.0442, 11.9365
O, 8.1688, 2.74, 17.0082
O, 3.545, 5.4684, 16.7241
O, 4.6709, 9.1207, 10.3666
O, 1.5376, 6.6744, 13.1538
O, 4.7834, 5.493, 14.3435
O, 2.0497, 3.8397, 20.9216
O, 10.5623, 1.3868, 16.9418
O, 0.9545, 6.0568, 16.5499
O, 7.3375, 10.95, 21.9326
O, 5.9285, 0.8987, 19.9128
O, 6.0713, 10.0274, 12.3814
O, 2.8742, 0.5258, 15.572
O, 7.0661, 8.0007, 10.7881
O, 10.2512, 8.0112, 18.6797
O, 3.4697, 9.1823, 16.5266

Results
free energy: -137021.873 eV
free energy less fixed offsets of B -154.04, O -568.88, Si -635.61 eV per atom: 5.257 eV

Forces (eV/angstrom), in the order of the atoms: element, x, y, z
Si, -0.0198, -0.0314, -0.041
Si, 0.0152, -0.0159, -0.0332
Si, -0.0098, 0.0129, -0.0294
Si, 0.003, 0.0153, -0.0434
Si, 0.0284, 0, -0.0577
Si, 0.0085, -0.0216, -0.0333
Si, -0.0087, -0.0017, -0.0791
Si, -0.0023, 0.0362, -0.0333
Si, -0.0021, 0.0097, 0.0054
Si, -0.0225, 0.0026, 0.0254
Si, 0.0146, -0.0113, 0.0157
Si, -0.013, 0.0053, 0.0142
Si, -0.0222, 0.0038, 0.031
Si, 0.0022, -0.0054, 0.0043
Si, 0.0028, 0.0135, 0.0149
Si, 0.0004, -0.003, 0.0181
Si, 0.0184, 0.0047, -0.0045
Si, 0.0368, 0.0157, -0.008
Si, -0.0128, -0.0115, 0.0005
Si, -0.0204, -0.0178, 0.0055
Si, 0.0075, 0.0242, 0.0114
Si, 0.0053, -0.0001, 0.029
Si, 0.0082, 0.0043, 0.0062
Si, -0.0048, -0.004, 0.0102
Si, 0.0265, 0.0253, -0.018
Si, -0.0205, -0.0279, -0.009
Si, 0.0353, -0.0058, 0.0326
Si, -0.0028, -0.0035, 0.0022
Si, -0.0115, -0.043, -0.0172
Si, 0.0113, -0.0139, -0.0237
Si, -0.0467, -0.045, 0.054
Si, 0.0055, 0.0003, 0.0359
Si, 0.0284, -0.0244, -0.02
Si, -0.0163, -0.0083, -0.0073
Si, -0.0103, 0.0118, -0.0079
Si, -0.0248, 0.0238, -0.0034
Si, -0.0262, 0.006, -0.0082
Si, 0.0313, -0.0266, 0.0021
Si, -0.0412, 0.0642, -0.0095
Si, -0.0072, -0.0021, 0.0047
Si, -0.0124, 0.0192, 0.0021
Si, 0.0278, -0.0036, 0
Si, -0.0285, 0.0047, -0.0034
Si, 0.0143, -0.0102, -0.0019
Si, 0.0034, -0.0246, 0.0131
Si, -0.0133, 0.0226, -0.004
Si, 0.0287, -0.0124, 0.0042
Si, -0.0156, 0.0199, -0.0039
Si, -0.0368, -0.005, -0.011
Si, 0.0042, 0.0043, 0.0059
Si, -0.0094, -0.0094, -0.0091
Si, 0.0239, 0.0032, -0.0082
Si, 0.0073, -0.0013, 0.0141
Si, 0.0005, -0.0161, -0.0033
Si, 0.0032, 0.0128, -0.0144
Si, -0.0056, -0.004, -0.0032
Si, -0.0176, 0.0024, -0.0261
Si, -0.0196, 0.0212, 0.0144
Si, 0.0288, 0.0107, -0.0268
Si, 0.0399, -0.0188, 0.0217
Si, 0.0042, -0.0081, 0.0396
Si, -0.0273, -0.0256, -0.0228
Si, 0.0149, 0.0131, 0.0351
Si, 0.0084, -0.0255, -0.0147
Si, -0.013, 0.0417, 0.007
Si, 0.1348, -0.0104, 0.008
Si, -0.0903, 0.0286, 0.0143
Si, 0.0619, -0.0191, -0.0703
Si, 0.0281, -0.0639, 0.0057
Si, -0.0833, 0.0691, 0.0453
Si, 0.0187, -0.0621, 0.0184
Si, 0.0127, 0.1497, 0.0051
Si, 0.0075, -0.0141, -0.0201
Si, -0.0522, -0.039, -0.0495
Si, 0.0945, 0.0124, 0.0066
Si, 0.0136, -0.0016, -0.0354
Si, -0.0454, 0.0564, -0.0102
Si, 0.009, -0.1383, 0.0277
Si, -0.1031, 0.0013, 0.0113
Si, 0.0007, -0.0655, -0.0407
Si, -0.0104, -0.0223, 0.0283
Si, 0.1102, 0.0292, -0.2044
Si, -0.0449, -0.0908, -0.1822
Si, -0.0608, 0.0195, 0.0412
Si, 0.1861, 0.2169, -0.1735
Si, -0.0237, 0.077, 0.0248
Si, 0.048, -0.0208, 0.0172
Si, 0.0646, 0.0109, -0.348
Si, -0.0031, 0.1189, 0.0919
Si, 0.0481, -0.0349, 0.2145
Si, -0.0045, 0.1619, 0.333
Si, -0.0034, -0.0425, 0.1235
B, -0.0908, -0.5895, 0.6256
Si, -0.0942, 0.0184, -0.0032
Si, 0.0308, -0.0589, -0.0866
Si, -0.1347, 0.0463, 0.4128
O, 0.0163, 0.0007, -0.0131
O, 0.0025, 0.0134, -0.0033
O, -0.0035, -0.0002, -0.014
O, -0.0023, -0.0035, -0.0068
O, 0.1342, -0.0614, -0.0395
O, 0.0193, -0.135, -0.1293
O, -0.0713, 0.0809, 0.0116
O, -0.2108, 0.3615, -0.1684
O, 0.0116, -0.01, -0.0026
O, -0.0043, 0.0343, 0.0127
O, 0.054, -0.04, 0.0362
O, 0.0357, -0.0179, -0.0533
O, -0.0343, -0.0017, -0.0743
O, 0.0114, -0.0288, -0.0147
O, 0.0645, 0.0004, -0.1735
O, -0.0252, -0.0027, -0.0989
O, 0.0245, -0.0225, 0.023
O, -0.0312, 0.036, 0.0285
O, 0.0291, -0.0242, 0.0312
O, -0.0375, 0.0368, 0.0267
O, -0.0281, 0.0194, 0.019
O, 0.0327, -0.0279, 0.0419
O, -0.0278, 0.0331, 0.0366
O, 0.0307, -0.0397, 0.0173
Si, 0.0005, -0.0007, -0.0009
Si, -0.0005, -0.0055, -0.0595
Si, 0.0067, -0.0005, -0.0453
Si, 0.0066, 0.0021, -0.0148
Si, 0.0089, -0.0032, 0.0032
Si, -0.0046, -0.0008, -0.025
Si, -0.0013, 0.0026, -0.0294
Si, -0.0056, 0.0029, -0.0515
Si, -0.0061, -0.0133, -0.0573
Si, -0.0107, -0.0202, -0.0452
Si, -0.0117, 0.0095, -0.0003
Si, -0.0012, -0.011, -0.0366
Si, -0.0575, 0.0624, -0.0463
Si, -0.0006, -0.0105, -0.0024
Si, -0.0017, -0.0009, 0.0195
Si, 0.0874, -0.0319, 0.0135
Si, -0.0078, 0.0045, -0.0366
Si, 0.006, 0.0115, -0.0284
Si, -0.002, -0.0027, 0.0083
Si, -0.0992, 0.1512, 0.0863
Si, -0.0014, -0.0037, -0.02
Si, -0.0037, -0.002, 0.0118
Si, 0.0167, -0.0003, -0.0761
Si, -0.0002, 0.0055, 0.003
Si, 0.0056, 0.0065, -0.0028
Si, 0.0118, -0.0087, -0.049
Si, 0.0023, 0.0041, -0.0159
Si, -0.0056, -0.0165, -0.0197
Si, 0.0001, -0.0004, -0.0022
Si, 0.0879, -0.0569, 0.0377
Si, 0.007, 0.0169, -0.0334
Si, -0.0013, -0.0045, -0.0293
Si, -0.0118, -0.0043, -0.07
Si, -0.0017, 0.0092, -0.0342
Si, 0.0022, 0.012, -0.0316
Si, 0.0015, -0.0054, 0.0055
Si, 0.0086, -0.0144, -0.0049
Si, -0.002, -0.0032, -0.0235
O, -0.0055, 0.0007, 0.0227
O, -0.0057, 0.0115, -0.0008
O, -0.001, -0.0063, 0.0154
O, -0.0105, 0.0018, 0.0114
O, 0.0015, -0.0002, 0.0238
O, -0.0043, -0.0068, -0.0056
O, 0.0018, -0.0031, 0.019
O, -0.007, -0.0066, 0.0101
O, -0.0119, -0.0051, -0.0141
O, -0.0018, -0.018, 0.0061
O, 0.0386, -0.0064, 0.0109
O, -0.0005, 0.0007, 0.0271
O, 0.0034, -0.0027, 0.0156
O, -0.015, 0.01, -0.0071
O, 0.0163, 0.015, 0.0017
O, 0.0043, -0.0031, 0.0162
O, -0.0004, 0.0003, -0.0137
O, 0.0009, 0.0066, -0.0028
O, 0.0043, -0.0154, 0.0276
O, 0.001, 0.0017, 0.0379
O, 0.0004, -0.0144, 0.0043
O, -0.0061, 0.0027, -0.0103
O, 0.0016, -0.0024, 0.0104
O, -0.0004, 0.002, 0.0044
O, -0.0023, -0.0001, -0.0101
O, -0.0024, -0.001, 0.0101
O, 0.0067, -0.009, 0.0063
O, -0.0486, -0.0082, -0.0218
O, 0.0027, 0.0096, 0.0067
O, -0.0008, 0.0046, 0.0255
O, 0.0102, 0.0139, 0.0126
O, 0.0146, 0.0323, -0.0652
O, -0.0056, -0.0166, 0.0119
O, -0.0023, 0.0172, 0.0147
O, 0.0094, -0.0008, 0.0264
O, -0.0006, -0.0011, 0.0255
O, 0.0019, -0.0029, 0.0197
O, 0.0111, -0.0133, 0.0251
O, 0.0058, -0.0082, 0.0162
O, 0.0017, 0.015, -0.0116
O, 0.0031, 0.0057, 0.0324
O, -0.0043, 0.0022, 0.0309
O, 0.0061, 0.0142, 0.0148
O, -0.0324, -0.0296, -0.0143
O, 0.0005, 0.0102, 0.0176
O, -0.012, -0.0005, -0.0071
O, 0.0166, -0.0019, 0.0094
O, 0.002, 0.0059, 0.0192
O, 0.0024, 0.0035, 0.025
O, 0.0021, -0.0054, 0.0127
O, 0.0032, 0.0116, 0.0185
O, -0.0025, 0.0037, -0.0138
O, -0.0018, 0.0044, 0.0294
O, 0.0016, -0.0009, 0.0082
O, -0.0055, 0.0057, 0.0122
O, -0.0182, -0.0264, -0.0357
O, 0.0066, 0.024, 0.0206
O, -0.0016, 0.0031, 0.0275
O, -0.0148, 0.005, 0.0114
O, -0.001, 0.0062, 0.0091
O, 0.0055, 0.0001, 0.0119
O, 0.0004, -0.0158, -0.0132
O, 0.0182, 0, 0.0015
O, -0.0041, -0.0186, 0.0072
O, 0.0004, -0.0091, 0.014
O, 0.0192, 0.0162, -0.0271
O, 0.0094, 0.0019, -0.005
O, 0.0038, -0.0028, 0.0173

The program warned: the cutoff lies below the one the program advises for these potential files; the exchange-correlation potential is rough where the density is thin.
